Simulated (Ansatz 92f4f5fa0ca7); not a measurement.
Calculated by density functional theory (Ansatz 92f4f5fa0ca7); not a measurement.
Periodic cell of 168 atoms, Si98O70, from a study of silicon, its oxide and their interface. The atomic structure is a simulated model.

Settings: functional r2SCAN; potential files Ansatz norm-conserving; basis plane waves; wave-function cutoff 1300 eV; density cutoff ratio 4; exchange-correlation grid ratio 1; k mesh 2 x 2 x 1, shifted by 0.5 0.5 0.5 of a step; self-consistency stop 5e-08 eV per atom in the density residual; occupations Fermi-Dirac, 0.05 eV; spin none; net charge 0.

Cell vectors (angstrom)
a	11.54	0	0
b	0	11.54	0
c	0	0	21.1065

Atoms: element, x, y, z (angstrom)
Si	0.0969	0.1736	-0.0131
Si	0.333	4.7392	-1.0904
Si	0.8826	7.5488	-2.2853
Si	4.3495	0.3378	-0.7106
Si	2.6329	4.6356	-0.5814
Si	3.1665	7.0058	-0.382
Si	8.4711	-1.4969	-0.4491
Si	6.6666	4.7323	-0.2685
Si	6.4226	10.7994	-4.5783
Si	1.9459	0.2486	1.4044
Si	2.8526	4.0036	1.6112
Si	1.859	7.7612	1.4166
Si	6.2874	-1.8188	0.4278
Si	5.2929	3.7401	1.5494
Si	5.382	7.4774	0.3138
Si	9.5714	0.0513	1.0856
Si	9.478	4.0689	1.0464
Si	10.4856	8.0017	1.9803
Si	1.983	2.1434	2.733
Si	1.8291	5.872	2.8256
Si	1.9421	9.7918	2.6998
Si	5.6822	1.6157	2.7506
Si	5.4785	5.7331	2.8664
Si	5.9284	10.5359	2.6542
Si	9.4368	2.0728	2.3593
Si	9.3766	5.7089	2.6814
Si	9.7159	10.0288	2.8513
Si	-0.1381	2.3123	3.7434
Si	-0.2257	6.0454	4.0935
Si	0.0477	9.8352	4.2183
Si	3.8401	1.9689	4.1878
Si	3.6279	5.8866	4.2885
Si	3.9581	9.8234	3.9309
Si	7.5865	2.0511	3.9886
Si	7.5235	5.9113	4.1012
Si	7.714	9.8971	4.1368
Si	-0.1058	0.4506	5.1248
Si	-0.325	4.0175	5.3871
Si	-0.2356	7.9009	5.6881
Si	3.9071	0.0171	5.4861
Si	3.6972	3.9098	5.5281
Si	3.6159	7.9471	5.3861
Si	7.6707	0.2489	5.5664
Si	7.5529	3.9297	5.4249
Si	7.5809	7.869	5.4102
Si	1.8025	0.103	6.3921
Si	1.6225	3.8855	6.6699
Si	1.7522	7.8361	7.0387
Si	5.7186	0.1111	7.0614
Si	5.658	4.0682	6.8561
Si	5.5644	7.8657	6.5832
Si	9.6699	0.7919	6.6726
Si	9.3855	3.2395	6.8135
Si	9.3037	7.9365	7.0924
Si	1.7014	1.8687	7.811
Si	2.0392	5.6674	8.1106
Si	0.8632	10.0956	7.8506
Si	5.5218	2.2078	8.222
Si	5.2611	6.1069	8.1046
Si	5.6108	9.462	8.2359
Si	8.847	3.9296	9.03
Si	8.8172	6.3637	9.0189
Si	10.1537	10.702	8.3685
Si	-1.2367	3.2278	10.713
Si	-1.3444	6.9349	10.8649
Si	2.6466	8.6808	9.2286
Si	3.4349	2.2958	9.2246
Si	1.7217	4.6721	10.1885
Si	1.5695	7.4192	10.9453
Si	7.0845	2.2972	9.9303
Si	6.7116	7.1885	9.7125
Si	9.2929	11.78	10.3534
Si	1.7884	0.2606	10.1304
Si	-1.5663	5.3898	12.6667
Si	0.8327	4.669	14.6097
Si	4.6183	9.9942	12.8332
Si	-1.709	-2.1377	15.2603
Si	6.2497	7.1974	17.0878
Si	12.4124	7.6691	15.6272
Si	8.7194	-2.2961	12.2538
Si	-5.9737	1.5152	12.7068
Si	6.7552	-3.618	11.9712
Si	10.1195	0.8489	14.6223
Si	7.3906	6.0888	14.4096
Si	12.6949	11.6092	13.1962
Si	3.9421	-0.0251	17.6297
Si	4.0039	3.1992	19.0572
Si	1.7507	9.3207	13.3282
Si	4.7658	-2.1269	15.979
Si	-1.1634	2.685	15.9964
Si	7.473	3.5961	16.0004
Si	7.92	9.5508	17.6727
Si	-0.2818	8.84	20.3168
Si	0.077	2.0988	18.5031
Si	2.9906	2.0042	17.3136
Si	5.9605	4.443	18.6091
Si	7.1802	1.1309	14.3168
Si	2.996	2.5027	14.2003
O	0.4289	-1.2601	-0.7714
O	-0.0565	1.2538	-1.2445
O	-0.6925	4.4685	0.1718
O	5.0535	7.0831	1.9098
O	-4.9565	17.9212	-0.0935
O	-6.942	1.8973	-1.1408
O	6.9839	3.7526	-3.5674
O	0.883	7.8781	-3.8713
O	8.4246	10.3258	-2.0815
O	0.0447	3.6653	-2.2427
O	-2.2092	-4.6054	1.5035
O	1.1774	6.0841	-5.7493
O	4.8754	-3.6766	-4.6215
O	2.2391	1.0849	-7.2305
O	8.2203	4.2322	-0.0034
O	10.9933	8.2742	-5.9983
O	6.9676	11.2284	-6.0562
O	2.1565	5.9012	11.2145
O	-1.9824	3.9315	12.0132
O	-0.1625	5.0849	13.4192
O	0.82	1.1203	9.1173
O	3.6458	17.6192	8.535
O	0.2688	3.8943	10.526
O	4.1707	9.2635	9.0709
O	6.7481	-2.6869	9.2706
O	0.1519	7.0572	10.1907
O	3.6431	11.076	19.1628
O	1.7705	10.2229	9.4369
O	8.9814	-2.2382	13.8751
O	6.2328	2.2194	11.377
O	8.8924	5.904	13.7949
O	9.6813	-2.6707	20.7281
O	9.1855	9.4156	7.8719
O	-3.6706	12.3981	9.8078
O	2.9446	3.5393	10.2035
O	3.2975	0.8766	10.1224
O	-1.3677	1.582	10.8093
O	-4.2855	6.9248	15.8132
O	1.4228	13.2841	17.6806
O	9.0914	15.2369	15.9648
O	2.1165	3.871	13.9665
O	5.5533	9.0117	11.9857
O	11.6753	3.6357	15.6694
O	6.975	-9.4055	15.5767
O	7.0709	8.1925	18.0853
O	-1.6561	-3.1421	11.5092
O	4.9998	11.5316	12.5243
O	6.556	6.8253	13.2254
O	5.565	-11.2206	17.4628
O	1.9567	-2.9652	14.7856
O	-1.1394	1.9209	17.4528
O	3.3122	2.5314	15.7989
O	3.0855	-1.852	12.4317
O	8.7257	1.1323	13.8124
O	12.6481	-3.3464	12.316
O	6.8529	4.615	14.876
O	11.2481	12.2462	13.4893
O	4.6607	9.5411	14.3793
O	3.3622	0.2095	21.6659
O	1.2106	0.0735	11.5713
O	0.1949	7.9753	21.8227
O	2.4449	7.5799	19.3153
O	4.3766	2.4734	13.3287
O	-8.0348	-1.3185	16.6924
O	8.8939	-0.818	11.5439
O	10.2402	-0.5665	15.4551
O	11.6329	6.1632	19.2481
O	5.7303	11.0681	20.7031
O	9.0904	9.0539	16.6628
O	5.7116	5.933	17.9435

Results
free energy: -44008.824 eV
free energy less fixed offsets of O -463.61, Si -117.95 eV per atom: 2.976 eV
pressure: -1.44 GPa
stress xx, yy, zz, yz, xz, xy (GPa, positive in tension): 0.56, 2.33, 1.44, -1.17, -2.16, -0.02

Forces (eV/angstrom), in the order of the atoms: element, x, y, z
Si	0.0189	0.2797	-0.1568
Si	0.0299	0.0887	0.548
Si	-0.1345	-0.5279	-0.1289
Si	-0.0912	-0.1833	0.2649
Si	-0.0744	-0.099	-0.1035
Si	-0.4256	-0.3909	-0.9706
Si	0.6029	-0.027	0.1645
Si	0.4979	-0.1947	0.5284
Si	0.4572	-0.0812	0.2501
Si	0.1127	0.0385	0.0416
Si	0.0801	-0.0054	0.0053
Si	-0.4695	0.2739	0.8353
Si	0.0304	0.3988	0.1509
Si	-0.1951	0.2214	-0.0277
Si	0.5413	-0.541	0.4988
Si	0.0602	0.14	0.3962
Si	0.1728	0.0931	0.0931
Si	0.1443	-0.5483	1.1849
Si	-0.0002	0.0336	0.048
Si	-0.0922	-0.2977	-0.0817
Si	-0.0584	-0.0359	0.2125
Si	-0.0774	0.1316	-0.0375
Si	-0.0691	0.4561	0.3792
Si	-0.1337	-0.144	0.395
Si	0.0087	0.0667	-0.2916
Si	0.154	0.1798	0.0055
Si	-0.2592	-0.3857	-0.4214
Si	-0.0031	-0.2388	-0.1344
Si	-0.7634	0.2895	-0.7991
Si	-0.2586	-0.0204	-0.1656
Si	0.0787	-0.0691	0.0347
Si	0.0482	0.1732	-0.0324
Si	-0.0322	-0.1668	-0.3072
Si	0.0264	-0.1125	-0.011
Si	0.1276	-0.2039	-0.1117
Si	0.0925	0.2418	-0.1853
Si	0.0916	-0.2858	0.234
Si	-0.0252	0.2165	0.1356
Si	0.3913	-0.2237	-0.2052
Si	0.0635	0.0724	0.131
Si	0.0291	-0.1548	0.0835
Si	-0.0522	-0.079	0.2502
Si	-0.018	-0.1916	0.0469
Si	-0.0999	0.0577	0.0352
Si	0.0504	0.0677	0.0805
Si	-0.1601	0.3419	0.2436
Si	-0.1037	-0.2344	0.0011
Si	-0.3808	0.7399	0.6998
Si	0.1622	-0.0849	0.0403
Si	-0.1559	0.1105	0.0595
Si	0.2093	0.0053	-0.1087
Si	-0.0201	0.1804	-0.0043
Si	0.197	-0.1926	-0.1985
Si	0.0119	0.2512	0.0573
Si	0.3256	0.1291	0.182
Si	0.3224	0.3318	-0.3877
Si	-0.7688	-0.415	-0.496
Si	-0.0341	-0.1854	0.1991
Si	-0.3079	-0.2936	0.0603
Si	-0.4271	0.2445	0.0999
Si	0.0734	0.1362	0.2197
Si	0.0282	-0.1391	-0.0739
Si	-0.3037	0.2334	-0.3283
Si	-0.1946	0.1308	-0.8895
Si	-0.2519	-0.068	-0.3662
Si	0.9957	-0.0045	-0.8239
Si	0.2149	-0.0711	-0.1075
Si	-0.1362	-0.6382	-0.041
Si	-0.1175	-0.3934	0.2714
Si	-0.5312	-0.1633	-0.3993
Si	0.3201	0.3595	-0.2949
Si	0.022	0.0546	-0.2201
Si	0.4027	-0.0629	-1.066
Si	0.0567	-0.2461	0.1734
Si	0.0046	0.0908	0.027
Si	0.1698	-0.2419	0.2534
Si	-0.1829	-0.0167	0.0505
Si	-0.4008	-0.3332	-0.2221
Si	0.2105	-0.1716	0.0019
Si	0.2597	0.121	-0.2058
Si	0.2673	0.3452	-0.1102
Si	-0.1019	-0.1847	0.4331
Si	0.0169	-0.1306	-0.2382
Si	-0.0062	-0.0936	0
Si	-0.1808	0.1453	-0.0841
Si	-0.0877	-0.5582	-0.3838
Si	-0.0448	0.2629	0.4387
Si	0.2261	-0.3785	-0.099
Si	-0.9381	-0.3446	-0.1336
Si	-0.1969	0.261	0.1625
Si	-0.2184	0.0102	0.2818
Si	0.1963	0.302	0.3606
Si	0.3518	-0.3789	0.6701
Si	0.0345	0.2588	0.1936
Si	-0.2264	0.0199	-0.2919
Si	0.1227	0.1926	-0.4524
Si	0.0847	-0.0121	0.2389
Si	0.107	0.0946	0.2286
O	-0.3663	-0.027	-0.0861
O	0.0722	-0.0873	-0.0763
O	0.0487	-0.1299	-0.2383
O	0.5604	-0.279	-0.3694
O	-0.6849	0.4383	-0.0502
O	-0.1133	-0.2631	0.1835
O	0.1712	0.1397	-0.3745
O	0.1499	-0.1284	0.0638
O	-0.0043	-0.3946	0.2468
O	-0.0671	-0.4551	-0.2478
O	0.1025	0.0222	0.3297
O	-0.1203	0.1067	-0.0879
O	0.2907	0.2211	0.0075
O	-0.0951	0.0993	-0.1814
O	-0.484	0.0802	-0.128
O	-0.0244	0.1453	-0.0349
O	-0.0128	0.3869	-0.165
O	-0.1903	-0.1586	0.3825
O	0.3226	-0.0981	0.2897
O	-0.0021	-0.0253	0.0691
O	0.3148	0.1212	0.4589
O	0.388	-0.4866	-0.3201
O	0.7277	0.0057	0.4532
O	0.0536	0.2262	0.392
O	-0.2768	-0.2336	-0.0297
O	-0.1638	0.3865	0.243
O	0.0621	0.2329	0.1974
O	-0.067	0.3876	-0.2887
O	0.0647	0.121	0.0553
O	-0.0521	-0.0092	0.1175
O	0.0339	-0.0265	-0.0116
O	-0.0885	0.3194	-0.5828
O	0.4728	-0.1398	0.1205
O	0.3888	0.0382	0.3844
O	-0.3406	0.3568	0.36
O	-0.6017	-0.197	0.3461
O	-0.0805	-0.0438	0.33
O	-0.0195	-0.1125	-0.0237
O	-0.2165	0.0499	-0.0983
O	0.0222	-0.1832	-0.0854
O	-0.0766	-0.2627	0.0192
O	-0.3242	0.056	0.1251
O	-0.135	-0.0906	-0.0208
O	0.1728	0.0282	-0.1577
O	0.0056	0.2196	-0.0594
O	0.1352	0.0179	0.0085
O	-0.1727	-0.0095	-0.179
O	0.0407	0.2906	-0.2154
O	-0.0716	-0.282	-0.2802
O	-0.1174	-0.0432	-0.1725
O	0.2128	0.2534	-0.0978
O	-0.178	0.0084	-0.0158
O	0.1209	0.0548	0.1953
O	-0.0127	-0.2389	0.1575
O	0.1095	0.1027	0.3579
O	0.2298	0.1057	0.1414
O	0.2173	0.0265	-0.1934
O	0.0314	0.0436	-0.2997
O	0.4222	0.0856	-0.2458
O	-0.2649	0.2371	0.5319
O	0.0615	0.6089	-1.1307
O	-0.1711	0.0224	-0.0289
O	-0.2284	-0.0915	-0.0686
O	0.3863	0.2329	0.0988
O	-0.1151	0.1077	0.5266
O	-0.1047	-0.0611	-0.3108
O	0.294	0.4616	-0.3112
O	-0.4375	0.0394	-0.1927
O	0.1525	-0.1157	-0.1171
O	0.1586	0.161	-0.1109

The program warned: the forces do not sum to zero within the program's tolerance.
